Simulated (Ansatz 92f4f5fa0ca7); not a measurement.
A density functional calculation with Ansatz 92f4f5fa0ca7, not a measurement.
Periodic cell of 259 atoms, Si136O81H32N10, with a vacuum gap, from a study of silicon, its oxide and their interface. The atomic structure is a simulated model.

Settings: functional r2SCAN; potential files Ansatz PAW; basis plane waves; wave-function cutoff 800 eV; density cutoff ratio 5; exchange-correlation grid ratio 1; k mesh 1 x 1 x 1, shifted by 0.5 0.5 0 of a step; self-consistency stop 1e-11 eV per atom in the density residual; occupations fixed; spin none; net charge 0; applied field sawtooth along c, amplitude +0.015 V/angstrom in the program's sign convention, ramp centred at 0.9890 of c and 0.0220 of c wide, no dipole correction.

Cell vectors (angstrom)
a 10.88 0 0
b 0 10.88 0
c 0 0 45.4244

Atoms: element, x, y, z (angstrom)
Si 0.3004 -0.4448 31.6611
Si 2.986 2.2292 31.5297
Si -0.3835 5.5827 31.8566
Si 2.6224 8.2842 31.984
Si 5.114 0.057 32.1263
Si 7.9889 2.8079 31.7443
Si 5.7785 5.0457 31.547
Si 8.4304 7.925 31.765
Si 1.3274 1.2798 32.9388
Si 4.102 3.9428 32.8224
Si 1.3348 6.678 33.0679
Si 3.9374 9.4957 33.4576
Si 6.785 1.3284 33.1136
Si 9.3997 4.0313 33.1717
Si 6.7732 6.7257 32.9514
Si 9.573 9.4554 33.0857
Si 0.0022 2.6575 34.3572
Si 2.5538 0.0436 34.5859
Si 0.0197 8.0896 34.4727
Si 2.7708 5.3079 34.3036
Si 5.3979 2.7088 34.4059
Si 8.1871 -0.0439 34.4048
Si 5.4662 8.0593 34.4437
Si 8.0703 5.4386 34.475
Si 1.3913 4.0112 35.714
Si 4.0473 1.3734 35.801
Si 1.2869 9.4829 35.8816
Si 4.0803 6.6991 35.7483
Si 6.7321 4.0628 35.8015
Si 9.5282 1.3247 35.768
Si 6.8295 9.4618 35.7623
Si 9.4963 6.7654 35.7989
Si -0.0495 -0.0172 37.1985
Si 2.7152 2.7132 37.1655
Si 0.0266 5.3973 37.0855
Si 2.7466 8.119 37.1185
Si 5.443 -0.0224 37.0873
Si 8.1542 2.7123 37.1123
Si 5.4181 5.4058 37.1799
Si 8.1729 8.1448 37.1641
Si 1.3516 1.3504 38.5084
Si 4.0652 4.0642 38.5293
Si 1.3636 6.7794 38.4648
Si 4.096 9.5192 38.4715
Si 6.7926 1.3401 38.4646
Si 9.5385 4.0723 38.4721
Si 6.8048 6.7845 38.4998
Si 9.5003 9.5051 38.5449
Si 0.0141 2.733 6.937
Si 2.7139 -0.0104 6.9346
Si 0.0351 8.1581 6.9367
Si 2.7148 5.4458 6.9236
Si 5.4429 2.6969 6.9332
Si 8.157 0.0187 6.9325
Si 5.4678 8.1815 6.9078
Si 8.2204 5.4704 6.9346
Si 1.3634 4.1129 8.3
Si 4.0444 1.3648 8.3038
Si 1.3578 9.527 8.3287
Si 4.0535 6.8598 8.2242
Si 6.8433 4.0858 8.231
Si 9.5441 1.3632 8.2795
Si 6.856 9.5067 8.2773
Si 9.5951 6.8337 8.3453
Si -0.01 0.0185 9.6995
Si 2.6802 2.7652 9.6874
Si 0.0972 5.4924 9.7262
Si 2.7029 8.1452 9.6775
Si 5.4315 -0.0547 9.5537
Si 8.2293 2.7623 9.6064
Si 5.4757 5.5264 9.4771
Si 8.2899 8.2598 9.7071
Si 1.2745 1.4021 11.0815
Si 4.1048 4.2591 10.8454
Si 1.4193 6.8505 11.1994
Si 4.1252 9.4678 10.9537
Si 6.796 1.3489 10.7862
Si 9.6107 4.1101 11.0107
Si 6.8626 6.8273 10.8409
Si 9.5952 9.6273 11.2463
Si -0.0825 2.7927 12.5748
Si 2.8059 0.0144 12.23
Si 0.136 8.2046 12.717
Si 2.932 5.5273 12.4825
Si 5.5214 2.8409 11.9622
Si 8.0214 0.2319 12.4055
Si 5.5559 8.1263 12.2656
Si 8.1996 5.5009 12.2281
Si 1.8131 3.8325 13.6202
Si 4.0496 1.6802 13.2667
Si 1.716 9.6889 13.888
Si 4.8319 6.4293 13.7543
Si 6.8195 4.0594 13.4682
Si 8.8375 1.9059 13.8874
Si 6.9121 9.457 13.653
Si 9.091 7.1019 13.7061
Si 0.3209 6.1408 17.7642
Si 5.4727 0.4021 15.7409
Si 7.2485 2.7251 16.3737
Si 5.8863 8.2618 16.0982
Si 5.3283 3.6426 18.5814
Si 9.3235 4.1215 17.9655
Si 2.6075 4.6293 18.4906
Si 14.2706 -1.2824 16.5135
Si 10.7631 11.5976 15.6897
Si 0.0518 4.8873 20.1951
Si 0.4588 9.7748 28.7029
Si 9.3337 6.4577 24.6133
Si 1.1049 3.5704 16.4116
Si 3.2465 1.6412 17.7561
Si 1.0991 -0.4875 18.0528
Si -2.3475 9.0364 25.8009
Si 10.6974 10.1457 20.6933
Si 13.3851 0.7521 21.706
Si 10.9109 8.2556 22.9643
Si 8.6513 6.7214 16.6667
Si 2.5752 -6.9376 21.5017
Si 0.6348 5.5216 23.0316
Si 5.0077 1.1361 20.235
Si 8.4944 1.6179 23.2625
Si 11.337 5.3292 29.0982
Si 1.5403 2.7224 28.669
Si 5.6005 3.7049 21.4246
Si 7.4621 11.0617 27.7369
Si 10.671 10.8108 24.4915
Si 7.4392 4.1406 23.9696
Si -1.0959 1.259 29.4758
Si 6.5493 9.3083 29.9156
Si 17.6008 -0.6969 23.7603
Si 14.8201 0.2557 24.4948
Si 7.6891 0.1683 21.0263
Si 1.7503 0.6704 26.4746
Si 12.9584 7.4994 28.3692
Si 10.3987 7.3133 27.3459
Si 15.4267 -3.7674 29.6386
Si 6.3016 12.6808 25.3229
O 1.4943 -1.5424 31.4376
N -0.1782 -0.1311 29.9994
O 4.1275 1.0688 31.2846
O 2.4304 2.5486 30.0171
O 5.7271 -2.7601 29.21
O -5.7562 -0.8058 24.1005
O 1.1549 7.292 27.0233
O 2.1768 1.9496 27.3838
O 6.6192 -0.2144 29.0512
O 7.9732 -2.1794 30.3883
O 9.5119 6.7794 31.3105
O 10.8466 4.7092 30.5038
O 6.9217 3.9172 31.1079
O 5.1744 5.7041 30.1557
O 6.6186 12.0957 26.813
O 9.8608 11.6299 23.3537
O 1.4643 4.4499 15.0903
O 2.906 2.6403 13.9462
O -1.6126 11.8234 15.1521
O 0.7372 10.7721 14.6128
O 5.1439 7.1447 15.1901
O 5.1298 12.0649 14.3771
O 8.5757 2.8365 17.3287
N 6.1276 -1.1371 15.2151
N 7.6597 13.9304 14.6687
O 8.1391 8.4081 13.9941
O 8.9183 6.2773 15.1223
O 10.1935 7.2443 17.0725
O 1.9602 5.9742 17.7379
O -0.1166 10.797 17.0713
O 6.6422 1.2263 16.497
O 10.7998 6.263 19.3385
O 11.4159 2.1632 15.8904
O 6.2352 3.9228 19.9202
O 5.6517 5.0336 14.0754
O 8.3854 5.4441 17.6523
O 6.1266 3.6617 17.1523
O 4.6475 8.6998 17.077
N 4.5311 2.095 18.8554
O 4.2078 4.8273 18.61
O 10.5705 5.1259 21.7527
N 10.8027 4.5259 17.2121
N 1.7617 4.4532 20.0448
O 18.181 7.6751 16.7372
O 2.4161 2.3487 21.601
O 2.8774 -1.6672 14.9822
N 3.9539 0.3817 16.6488
O 1.1343 7.0726 22.9281
O 4.1319 4.3963 21.4966
O 9.5151 7.5713 23.445
O 5.3207 2.1046 21.5185
O 10.8831 13.1735 28.9212
N 2.4715 3.2262 17.4145
O 1.9988 0.8141 18.4199
O -0.7372 -4.9724 28.1434
O 2.0961 -1.5776 17.4171
O 0.5343 -1.3751 23.869
N 7.2574 0.89 24.2185
O -4.352 4.2548 22.6242
O 7.9782 -5.2919 24.4392
O -1.2622 10.2054 25.5431
O 13.9216 -0.0921 25.8234
O 11.2815 9.6954 19.2819
O 15.6159 1.6135 24.922
O 10.6241 16.3302 24.4102
O -1.1235 3.918 19.5397
O 10.5761 8.7858 21.5103
O 7.4612 -1.8894 24.5816
O -0.6484 -2.2404 28.2894
O 11.671 0.9857 25.1944
O 8.0167 -9.2795 21.7185
O 8.7092 3.1622 23.6781
N 9.3108 7.4744 26.0307
O 12.2444 6.5993 29.5231
O 6.4258 0.3257 19.9923
O 14.4925 7.0111 28.3017
O 6.6264 3.3897 25.1685
O 3.6224 -3.167 30.8257
O 1.9135 -6.321 22.8683
O 1.0125 -10.6911 21.352
O 9.1549 10.6402 20.4408
O 7.1564 10.0265 22.1959
O 7.7171 9.6017 27.0746
O 12.2917 4.2924 28.3083
O 19.72 22.6356 28.2173
O 16.6359 9.7563 31.2246
O -2.0069 1.9569 30.6339
O 13.8263 0.3798 23.2251
O 12.7853 -1.8513 28.8738
O 11.6543 -0.1898 27.4183
O 3.7154 0.239 20.7019
H 2.1739 0.529 39.4408
H 0.5436 2.1857 39.4408
H 4.8901 3.2455 39.4618
H 3.2528 4.8953 39.4618
H 0.5572 7.6163 39.3972
H 2.1907 5.963 39.3972
H 4.9281 8.7078 39.4039
H 3.2647 10.3314 39.4039
H 5.973 2.164 39.397
H 7.6275 0.5315 39.397
H 10.3652 3.2555 39.4045
H 8.7412 4.918 39.4045
H 7.6566 5.9938 39.4323
H 6.0012 7.6241 39.4323
H 8.6937 10.3419 39.4774
H 10.342 8.7038 39.4774
H 0.8222 1.8977 6.0045
H -0.8126 3.5498 6.0045
H 3.5452 -0.8226 6.0022
H 1.8917 0.811 6.0022
H 0.8415 7.3212 6.0043
H -0.8066 8.9595 6.0043
H 3.5271 4.6147 5.9912
H 1.8876 6.2622 5.9912
H 4.618 3.5155 6.0008
H 6.2625 1.8729 6.0008
H 8.9636 -0.8181 6
H 7.3222 0.8272 6
H 4.6357 8.9929 5.9754
H 6.2713 7.3419 5.9754
H 9.0177 4.6248 6.0022
H 7.3687 6.2611 6.0022

Results
free energy: -137554.741 eV
free energy less fixed offsets of H -15.71, N -386.36, O -570.45, Si -639.56 eV per atom: -1.811 eV

Forces (eV/angstrom), in the order of the atoms: element, x, y, z
Si 0.0024 -0.0025 0.0439
Si 0.007 -0.0063 0.0557
Si -0.0018 0.0084 0.0318
Si -0.0075 0.0036 0.0313
Si -0.0081 0.0047 0.0184
Si -0.007 0.0107 0.0363
Si 0.0034 -0.0012 0.0458
Si 0.0017 0.0032 0.0328
Si 0.006 0.0004 -0.0235
Si -0.0042 -0.0035 -0.0169
Si -0.0064 0.0018 -0.0087
Si -0.0019 0.0065 -0.0152
Si -0.0089 -0.0032 -0.0153
Si -0.0023 0.0027 -0.0123
Si 0.0024 0.0004 -0.0154
Si -0.0016 -0.0082 -0.021
Si 0.0065 -0.0157 0.0156
Si -0.0064 -0.0058 0.0075
Si -0.002 0.0157 0.0072
Si 0.0054 0.0102 0.0074
Si 0.0031 0.0024 0.0077
Si 0.0145 -0.0073 0.0095
Si 0.0001 -0.0083 0.019
Si -0.0067 0.0005 0.0103
Si -0.0098 -0.0045 0.0274
Si -0.0188 -0.0213 0.0263
Si -0.0091 -0.0192 0.0092
Si -0.0212 -0.0045 0.0144
Si 0.0142 0.0021 0.0206
Si -0.0076 0.0025 0.0121
Si 0.0012 0.0045 0.0132
Si 0.0069 0.014 0.0194
Si 0.0096 0.0083 0.1936
Si -0.0282 0.0233 0.2005
Si 0.0104 -0.0001 0.1714
Si -0.0024 0.0173 0.1568
Si 0.0377 -0.017 0.18
Si 0.026 -0.037 0.1649
Si -0.0242 0.0398 0.2007
Si -0.0001 -0.0277 0.193
Si -0.0284 -0.0394 0.3613
Si -0.0538 0.0388 0.4815
Si 0.1011 -0.0701 0.2232
Si 0.0165 -0.2243 0.202
Si 0.1074 0.0181 0.1862
Si 0.017 -0.0823 0.1669
Si -0.0515 0.0459 0.3387
Si -0.0611 0.0782 0.5027
Si 0.023 -0.0105 -0.2684
Si -0.1079 0.1243 -0.1602
Si -0.0498 0.0756 -0.2165
Si 0.0614 -0.0033 -0.4413
Si -0.0172 0.1216 -0.2475
Si 0.1518 -0.0289 -0.4177
Si -0.0426 -0.0337 -0.4051
Si -0.06 -0.0084 -0.1468
Si 0.0101 -0.0269 -0.1887
Si -0.0395 0.0387 -0.1777
Si -0.0389 0.0436 -0.1761
Si 0.024 -0.0167 -0.1803
Si -0.0288 0.0267 -0.1654
Si 0.0265 -0.0307 -0.1668
Si 0.0277 -0.0387 -0.1928
Si -0.0217 -0.005 -0.1904
Si 0.0083 0.0122 -0.0139
Si 0.015 -0.0041 -0.0119
Si 0.0053 0.0103 -0.0308
Si 0.0097 -0.0055 -0.0275
Si 0.0113 0.0207 -0.0206
Si -0.007 0.0121 -0.0183
Si 0.0055 -0.0107 0.0042
Si -0.0159 -0.008 -0.0249
Si -0.0084 -0.0026 -0.0099
Si 0.0161 0.0084 -0.006
Si 0.0068 -0.0074 -0.0003
Si 0.0065 -0.0002 -0.0127
Si -0.0004 0.0043 -0.008
Si -0.0112 -0.0111 -0.0122
Si -0.0217 -0.007 -0.0036
Si 0.0003 0.0136 -0.0086
Si 0.007 -0.0014 0.0197
Si 0.0002 0.0089 0.0223
Si -0.0038 0.0044 0.0141
Si 0.0045 -0.0129 0.0124
Si -0.0075 0.0022 0.0112
Si -0.0052 -0.0079 0.0197
Si 0.0149 0.0023 0.0121
Si -0.0015 0.0117 0.0196
Si -0.0076 0.0124 0.0208
Si 0.0146 -0.0131 0.0124
Si 0.0002 0.0074 0.0113
Si -0.004 -0.0001 0.0011
Si -0.0057 -0.004 0.0042
Si 0.0104 -0.01 0.0125
Si -0.0167 0.0071 0.0028
Si 0.0053 -0.0158 0.0075
Si 0.0049 -0.0011 0.0375
Si -0.0064 -0.0058 0.0334
Si -0.002 0.0063 0.0454
Si 0.005 0.0058 0.031
Si -0.0044 -0.0021 0.0495
Si 0.0116 -0.0006 0.0431
Si -0.001 0.0005 0.0446
Si -0.0049 0.009 0.0413
Si 0.0064 0.002 0.0418
Si 0.0038 0.0023 0.0606
Si -0.0034 0.0104 0.0725
Si -0.0041 0.0184 0.0567
Si 0.002 0.0046 0.0473
Si 0.0039 0.0104 0.0349
Si -0.0048 -0.002 0.0502
Si 0.0028 -0.002 0.0604
Si -0.0063 -0.001 0.0544
Si 0.0009 -0.0108 0.0583
Si -0.0059 0.0042 0.0511
Si 0.0106 -0.0044 0.0445
Si 0.0016 -0.0022 0.0491
Si -0.0084 0.0159 0.0615
Si 0.0063 -0.0122 0.0455
Si 0.0009 -0.0051 0.046
Si 0.0043 -0.0106 0.053
Si -0.0003 0.0083 0.0704
Si 0.0089 0.0044 0.059
Si 0.0124 -0.004 0.076
Si 0.0033 0.0044 0.0617
Si 0.0083 0.001 0.0558
Si 0.0059 -0.0009 0.0573
Si 0.003 -0.0187 0.0608
Si 0.0004 -0.0051 0.0533
Si -0.0001 0.0018 0.0649
Si 0.0027 -0.0008 0.0568
Si -0.0104 0.0075 0.0775
Si 0.0143 -0.006 0.0421
Si 0.0217 -0.0055 0.0579
Si 0.0051 -0.0044 0.054
Si -0.0009 -0.0081 0.059
O -0.0011 0.0015 -0.021
N -0.0015 -0.0017 -0.0488
O -0.0044 -0.003 -0.0171
O -0.0143 0.006 -0.0454
O -0.0029 0.001 -0.0251
O 0.0055 -0.0017 -0.0189
O -0.0133 0.0003 -0.0283
O 0.0067 -0.0186 -0.0419
O 0.005 0.0156 -0.0406
O -0.0132 0.0091 -0.0365
O 0.0026 -0.0075 -0.0167
O 0.0081 -0.0033 -0.0403
O 0.0005 0.0004 -0.0223
O -0.0084 0.006 -0.0221
O -0.0146 0.0184 -0.0504
O -0.0058 0.0061 -0.0277
O 0.0068 0.0023 -0.0346
O -0.0031 -0.0046 -0.0208
O -0.0115 0.0069 -0.0234
O 0.0099 -0.0124 -0.0268
O -0.009 -0.0105 -0.0296
O -0.0049 0.0195 -0.0164
O -0.0085 -0.0062 -0.0238
N 0.0057 -0.0009 -0.0191
N 0.0061 -0.0018 -0.0364
O 0.0054 -0.0012 -0.0035
O 0.0034 0.0028 -0.0353
O -0.0133 0.004 -0.0244
O -0.0025 0.0036 -0.0136
O -0.0069 0.0082 -0.034
O 0.0005 -0.0018 -0.0192
O -0.0007 0.0037 -0.0349
O -0.0068 -0.0072 -0.0216
O -0.0005 0.0036 -0.0367
O 0.0096 0.0054 -0.0036
O -0.0056 0.0099 -0.022
O 0.0145 -0.0044 -0.0356
O 0.0028 -0.0047 -0.0139
N -0.0095 0.0061 -0.0415
O -0.0005 0.002 -0.0154
O -0.0027 -0.0097 -0.0421
N -0.0006 -0.0063 -0.0188
N 0.0012 0.0033 -0.0362
O -0.0049 0 -0.0194
O 0.0006 0.0087 -0.0213
O -0.0152 -0.0087 -0.0358
N 0.0094 -0.0142 -0.0176
O 0.0052 -0.006 -0.0232
O -0.0013 0.0001 -0.0164
O 0.0087 0.0057 -0.0304
O -0.004 -0.0033 -0.0247
O 0.004 0.0033 -0.0195
N -0.0091 -0.0033 -0.0271
O 0.0018 0 -0.0174
O -0.0138 0.014 -0.0364
O 0.0106 -0.0051 -0.0204
O 0.004 -0.0147 -0.0304
N 0.0086 -0.0006 -0.03
O -0.0177 -0.0026 -0.0415
O -0.0072 -0.0109 -0.0163
O 0.0088 0.0098 -0.0194
O 0.0193 -0.0016 -0.032
O 0.0122 0.0003 -0.0376
O -0.003 -0.0005 -0.024
O 0.0141 -0.0062 -0.0278
O -0.0088 -0.0019 -0.0326
O -0.0003 0.0112 -0.0357
O -0.0105 0.0082 -0.0332
O -0.0092 -0.0127 -0.0246
O -0.0122 -0.0035 -0.0414
O -0.0046 -0.0041 -0.033
O 0.0018 -0.0015 -0.018
N -0.0107 -0.0072 -0.0506
O 0.0017 0.0039 -0.0261
O -0.0128 0.0032 -0.028
O -0.0101 0.0017 -0.0204
O 0.0065 0.011 -0.0245
O 0.0093 -0.0078 -0.0315
O 0.0083 -0.0075 -0.0357
O -0.0032 -0.0015 -0.0211
O 0.0068 0.0003 -0.0275
O 0.0062 0.0048 -0.0419
O 0.007 -0.0126 -0.0356
O 0.002 -0.0004 -0.0202
O -0.017 -0.007 -0.0388
O 0.0132 -0.0052 -0.0254
O 0.0083 -0.0144 -0.0255
O -0.0129 0.0096 -0.0482
O -0.0021 -0.0003 -0.0192
O 0.0128 0.0128 -0.0418
O 0.0094 0.0029 -0.0245
H -0.2949 0.2838 -0.2516
H 0.319 -0.3326 -0.2384
H -0.3251 0.25 -0.2473
H 0.312 -0.3331 -0.2231
H 0.2166 -0.3035 -0.3307
H -0.3576 0.2845 -0.2643
H -0.2797 0.3197 -0.2625
H 0.2609 -0.2829 -0.3234
H 0.2571 -0.2992 -0.3144
H -0.3342 0.2776 -0.2958
H -0.3644 0.2753 -0.2797
H 0.2869 -0.2736 -0.3086
H -0.3481 0.2373 -0.2564
H 0.2692 -0.3302 -0.2412
H 0.2297 -0.4111 -0.2071
H -0.2865 0.2573 -0.2542
H -0.1841 0.3912 0.2617
H 0.2813 -0.3627 0.2549
H -0.2973 0.261 0.3135
H 0.2446 -0.3517 0.2471
H -0.2586 0.4055 0.2747
H 0.2491 -0.2356 0.281
H -0.2513 0.2846 0.262
H 0.2973 -0.3952 0.2245
H 0.2827 -0.2507 0.2714
H -0.4163 0.2638 0.2739
H -0.2104 0.2975 0.2384
H 0.3747 -0.3165 0.262
H 0.4736 -0.1324 0.2188
H -0.3452 0.2168 0.2503
H -0.1884 0.4439 0.26
H 0.3851 -0.1521 0.2865

The program warned: the cutoff lies below the one the program advises for these potential files; the forces do not sum to zero within the program's tolerance; empty levels may hold ghost states of the PAW files; the exchange-correlation potential is rough where the density is thin.
